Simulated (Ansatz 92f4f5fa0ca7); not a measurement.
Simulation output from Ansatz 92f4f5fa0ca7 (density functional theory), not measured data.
Periodic cell of 221 atoms, Si132O88H1, from a study of silicon, its oxide and their interface. The atomic structure is a simulated model.
Doubt: the cutoff is far below the 930 eV that the study's wrapper takes by default for these files, so forces and energies are approximate.
This geometry differs little from another in the collection (a relaxation step or a small displacement).

Settings
functional: PBE
potential files: Ansatz PAW
basis: plane waves
wave-function cutoff: 580 eV
density cutoff ratio: 5
exchange-correlation grid ratio: 1
k mesh: 1 x 1 x 1, Gamma-centred
self-consistency stop: 5e-08 eV per atom in the density residual
occupations: fixed
spin: none
net charge: +1 e, with a uniform compensating background and no finite-size correction

Cell vectors (angstrom)
a	10.938	0	0
b	0	10.938	0
c	0	0	32.733

Atoms and the computed forces on them: element, x, y, z (angstrom), force x, y, z (eV/angstrom)
Si	-0.3135	0.2967	25.2889	-0.1172	0.1168	0.0201
Si	5.7532	-0.4135	25.1967	0.0762	-0.1211	-0.0175
Si	2.5333	3.0369	25.258	-0.0281	0.0025	-0.0568
Si	8.4406	2.5679	25.2865	-0.0424	0.0466	0.0014
Si	0.2752	5.2428	25.253	0.0347	-0.0443	-0.0614
Si	5.1188	5.7611	25.3321	0.0272	-0.0542	-0.148
Si	3.0247	8.0885	25.2858	0.2805	-0.2202	0.4191
Si	8.1185	8.4135	25.2982	-0.0096	0.0073	-0.0356
Si	1.3728	1.4021	26.5164	0.0257	0.0059	0.0212
Si	6.766	1.3763	26.448	0.0337	0.0912	0.0508
Si	4.0191	4.1926	26.6644	0.0072	-0.0381	0.0589
Si	9.6246	4.1098	26.6054	-0.0051	-0.0347	0.0095
Si	1.3364	6.9149	26.5169	-0.0304	-0.0173	0.0747
Si	6.857	6.8337	26.5265	0.0241	0.0019	0.0049
Si	4.182	9.6046	26.6602	-0.1357	-0.155	-0.0051
Si	9.5567	9.6478	26.6569	-0.0096	0.0013	0.0221
Si	2.7112	0.0271	27.9257	0.0297	0.0054	0.007
Si	8.1264	0.0571	27.9504	-0.0018	-0.0273	0.0024
Si	0.0264	2.7232	27.9672	-0.0149	0.0109	-0.0064
Si	5.4446	2.7512	27.9076	0.0113	-0.0094	-0.0064
Si	2.6787	5.5492	27.9873	-0.016	-0.0054	0.01
Si	8.2053	5.4637	27.9257	0.0148	-0.0005	0.0252
Si	-0.0105	8.2482	27.944	-0.005	-0.0238	0.0022
Si	5.5097	8.1457	27.9781	-0.0114	0.0515	-0.0155
Si	4.1018	1.3673	29.3147	-0.0096	0.1034	-0.1801
Si	9.5708	1.3673	29.3147	-0.163	0.0787	0.0314
Si	1.3673	4.1018	29.3147	-0.231	0.1694	0.2437
Si	6.8362	4.1018	29.3147	0.0105	-0.1193	-0.2392
Si	4.1018	6.8362	29.3147	-0.0011	0.0455	0.3678
Si	9.5708	6.8362	29.3147	-0.0332	-0.0056	-0.1748
Si	1.3673	9.5708	29.3147	0.1408	0.0677	-0.0281
Si	6.8362	9.5708	29.3147	-0.0964	0.1222	0.1632
Si	0	0	30.682	-0.0684	-0.0308	-0.0253
Si	5.469	0	30.682	-0.0075	-0.1067	-0.0089
Si	2.7345	2.7345	30.682	0.1294	0.095	-0.0236
Si	8.2035	2.7345	30.682	0.0651	0.0231	0.0049
Si	0	5.469	30.682	0.0187	-0.1168	0.0141
Si	5.469	5.469	30.682	-0.0488	-0.0743	-0.011
Si	2.7345	8.2035	30.682	0.1211	0.0562	0.019
Si	8.2035	8.2035	30.682	0.0499	0.0434	-0.0168
Si	1.3673	1.3673	32.0492	-0.0432	0.0433	-0.0299
Si	6.8362	1.3673	32.0492	-0.0193	0.0036	-0.0379
Si	4.1018	4.1018	32.0492	0.0161	-0.022	0.001
Si	9.5708	4.1018	32.0492	-0.0602	0.0431	-0.0037
Si	1.3673	6.8362	32.0492	-0.0355	0.0199	-0.0395
Si	6.8362	6.8362	32.0492	-0.022	-0.0049	-0.0263
Si	4.1018	9.5708	32.0492	-0.0255	0.0596	-0.0085
Si	9.5708	9.5708	32.0492	0.0099	-0.0122	0.0077
Si	2.7345	0	0.6835	0.0407	-0.0331	0.0216
Si	8.2035	0	0.6835	-0.0252	0.0235	0.0194
Si	0	2.7345	0.6835	-0.0114	0.0218	0.0139
Si	5.469	2.7345	0.6835	0.0527	0.0028	0.021
Si	2.7345	5.469	0.6835	0.0459	-0.0472	0.0102
Si	8.2035	5.469	0.6835	0.0145	-0.0573	0.0379
Si	0	8.2035	0.6835	0.0578	-0.0698	0.0136
Si	5.469	8.2035	0.6835	0.0132	0.0087	0.0085
Si	4.1018	1.3673	2.0507	-0.0757	-0.049	0.0298
Si	9.5708	1.3673	2.0507	-0.0294	0.004	0.018
Si	1.3673	4.1018	2.0507	0.0034	-0.0084	0.0043
Si	6.8362	4.1018	2.0507	-0.0884	-0.0019	-0.0285
Si	4.1018	6.8362	2.0507	0.0238	-0.0161	0.0159
Si	9.5708	6.8362	2.0507	0.0637	0.1626	0.0068
Si	1.3673	9.5708	2.0507	-0.0811	0.0521	0.0093
Si	6.8362	9.5708	2.0507	-0.0406	-0.0342	-0.005
Si	0	0	3.418	0.0416	-0.351	-0.0957
Si	5.469	0	3.418	-0.2729	-0.4696	-0.1422
Si	2.7345	2.7345	3.418	-0.4325	-0.2373	0.0508
Si	8.2035	2.7345	3.418	0.1001	0.089	-0.1509
Si	0	5.469	3.418	0.4349	0.1971	0.2561
Si	5.469	5.469	3.418	0.1744	-0.0563	-0.5479
Si	2.7345	8.2035	3.418	-0.1325	-0.0742	0.2625
Si	8.2035	8.2035	3.418	0.4946	0.3542	-0.093
Si	1.3391	1.295	4.8179	-0.0091	0.0224	0.0275
Si	6.8506	1.3164	4.7158	0.005	0.0084	-0.0006
Si	4.0833	4.1255	4.7113	0.0055	0.0092	0.0081
Si	9.6242	4.0791	4.7646	-0.0078	-0.0038	0.0296
Si	1.3825	6.862	4.8917	-0.0026	0.011	-0.0031
Si	6.9157	6.7849	4.7016	0.0325	-0.0156	0.0255
Si	4.1087	9.5173	4.823	0.0026	-0.0052	0.0178
Si	9.6224	9.5695	4.8513	0.0073	-0.0266	0.0149
Si	2.6675	-0.1228	6.2313	0.007	0.0131	-0.0027
Si	8.2042	0.0425	6.1511	0.0106	-0.0221	-0.0145
Si	-0.0871	2.6537	6.1863	0.0181	-0.0075	-0.0363
Si	5.4259	2.6744	5.9445	-0.0026	-0.0065	-0.015
Si	2.844	5.4753	6.2009	0.0125	-0.0037	-0.0134
Si	8.3057	5.4865	6.1016	-0.0156	0.0203	-0.0173
Si	-0.0042	8.1975	6.3853	-0.0314	-0.0052	-0.0115
Si	5.5596	8.0719	6.0656	-0.0156	-0.0081	-0.0189
Si	3.8901	1.5528	7.3021	0.0539	-0.051	-0.0352
Si	9.0257	1.7685	7.5946	0.0022	0.0043	0.0399
Si	1.6466	3.7849	7.2787	-0.0211	-0.0044	-0.0401
Si	6.8377	4.0456	7.1547	-0.02	0.0443	-0.1026
Si	4.7112	6.3542	7.4653	0.0339	-0.0005	-0.0092
Si	9.2996	6.9939	7.687	0.0417	-0.0264	-0.0193
Si	1.3211	9.5728	7.8383	0.0021	0.0157	-0.0098
Si	7.1053	9.2848	7.3361	-0.0037	0.0087	0.0864
O	1.4055	4.1427	24.7563	-0.0418	0.0022	0.008
O	7.0176	9.5424	24.8275	-0.0163	0	0.0003
O	2.7763	2.6738	7.7481	-0.0124	0.0354	0.0964
O	8.1873	8.1873	7.9407	-0.0692	0.0724	0.0628
O	5.7699	5.1262	7.8982	-0.0335	0.0212	0.0492
O	-2.2392	2.2947	18.7686	-0.0015	0.0032	-0.0277
O	4.072	6.9493	24.7084	-0.0148	0.0369	0.0776
O	9.5285	1.4327	24.7746	0.108	-0.1074	-0.0074
O	2.1938	8.4948	8.741	-0.0511	0.0172	0.0205
O	0.954	4.3205	8.661	-0.0102	0.0016	0.0248
O	9.3794	1.14	9.0865	-0.0245	0.0225	-0.0218
O	6.4604	10.0056	8.6491	0.0682	-0.0611	-0.0813
O	4.6146	1.035	8.6719	-0.0222	0.0439	-0.0052
O	4.45	7.1727	8.8599	0.0205	-0.0262	0.0115
O	7.8908	2.9624	7.9119	0.009	-0.0375	0.0718
O	9.6809	6.3994	9.1976	-0.0106	0.0151	-0.0006
O	3.2457	2.4092	23.9157	-0.024	-0.0086	0.0265
O	4.9569	-0.4662	23.7537	0.0265	0.0562	-0.011
O	7.8605	3.3769	23.9724	0.0044	-0.0136	0.0068
O	10.6485	5.9091	23.8713	0.0158	-0.0152	0.0212
O	8.8249	7.8429	23.9248	-0.0339	0.0465	0.0356
O	0.1835	10.5065	23.9105	-0.0984	0.0288	0.0042
O	5.571	4.8251	24.0758	-0.0449	0.051	0.0814
O	1.1427	10.5336	21.4273	-0.026	-0.0205	-0.0231
Si	4.1301	6.7423	12.1888	0.0196	0.0139	-0.0139
Si	8.4368	-2.3453	14.6059	-0.0022	-0.002	0.0609
Si	5.3228	2.8457	13.3146	0.0186	0.0079	0.0384
Si	6.7436	-4.0129	18.9107	0.0012	0.0305	0.0434
Si	8.5031	-9.6376	17.5002	-0.0084	-0.0291	0.0374
Si	1.7914	-3.2231	18.2578	-0.0058	0.0132	0.0359
Si	0.929	9.6449	22.7809	0.1165	0.0268	-0.1068
Si	11.7766	3.6057	10.1218	0.0222	-0.0083	-0.0871
Si	5.3367	10.7866	9.4995	0.0342	0.0095	-0.0443
Si	2.6488	4.0571	12.4162	0.0072	-0.0093	-0.0093
Si	13.3651	-5.4908	16.5104	0.0141	0.017	0.0568
Si	-1.1575	2.9713	19.7872	-0.003	-0.0325	0.0766
Si	10.94	1.2148	15.4889	0.0161	-0.0033	0.0709
Si	0.5315	-6.8182	14.5054	0.001	0.0031	0.0636
Si	6.5118	0.3387	12.2373	-0.0039	-0.0033	-0.0186
Si	0.3688	11.2259	20.1117	0.0152	-0.0179	0.1108
Si	14.3397	-6.1088	20.5809	0.0129	-0.0337	0.079
Si	6.7902	-5.7865	11.9213	0.0046	-0.0009	-0.0214
Si	5.4847	-2.0213	13.8438	-0.0007	0.013	0.0545
Si	6.5275	3.8691	23.177	0.0294	-0.0061	0.0541
Si	9.5219	0.0176	12.8264	0.0118	-0.0029	0.0272
Si	10.7086	0.6604	9.921	0	0.0072	-0.0281
Si	1.7596	-0.3956	17.4536	0.0315	-0.0226	0.0307
Si	4.1193	-3.2202	20.5036	-0.0134	0.0667	0.1052
Si	9.1925	-4.9583	13.486	-0.0052	-0.0003	0.0338
Si	0.9238	-5.8859	18.979	0.0104	0.0224	0.0529
Si	5.9356	2.4219	16.2258	0.0011	-0.009	0.0694
Si	4.0685	2.297	22.5083	0.0113	0.0407	0.0322
Si	4.7027	-0.4286	16.3677	-0.0157	0.0079	0.0751
Si	9.9607	7.1074	23.0166	-0.0198	-0.0551	0.0171
Si	7.5181	-1.4806	17.3697	0.0035	0.0321	0.062
Si	9.4298	5.5691	10.5942	-0.0126	-0.003	-0.0439
Si	-2.6715	5.2493	21.0887	0.0138	0.0089	0.1005
Si	3.8714	-0.7481	22.5908	-0.1926	0.0057	0.0141
Si	4.9825	4.8113	17.7219	0.002	-0.0301	0.0418
Si	14.461	-2.6925	9.6548	0.0237	-0.0041	-0.0616
O	1.7585	4.5431	17.6875	-0.0154	-0.0011	-0.0208
O	9.8719	-9.8765	16.6967	-0.0166	0.0051	-0.0263
O	19.0166	0.7164	12.5106	-0.009	0.0094	0.0057
O	6.0532	-1.1893	12.5597	0.0011	0.018	-0.0129
O	2.9444	-2.929	19.4011	0.0085	-0.0045	-0.019
O	6.0122	6.0766	17.7231	0.0124	0.0119	-0.0069
O	3.7769	-4.649	21.2719	-0.0021	0.001	-0.0262
O	4.4521	7.752	13.4159	-0.0126	-0.0171	-0.0108
O	-1.1806	6.4054	11.9874	0.0109	0.0018	-0.0143
O	2.2715	3.9547	10.8368	-0.0032	-0.0011	0.0262
O	14.616	-7.4238	21.5027	-0.0014	-0.002	-0.0504
O	4.8845	1.1858	16.2842	0.0046	0.0058	-0.0341
O	5.6368	1.2661	13.2248	0.0075	-0.002	-0.0087
O	4.238	4.7485	19.1805	-0.0195	-0.0023	-0.0081
O	2.5214	9.4261	23.4208	-0.0437	0.3865	-0.5022
O	10.3899	4.248	10.6976	-0.0082	0.0092	0.0529
O	16.691	3.4008	17.5135	-0.0077	0.0134	-0.0259
O	8.0725	-0.1496	18.1732	0.0258	-0.005	-0.0292
O	4.2106	-1.9133	21.5156	0.0268	-0.0086	-0.0858
O	7.4381	1.8081	16.3896	-0.0025	0.0066	-0.0199
O	5.6804	2.5177	22.7746	-0.0143	-0.0155	-0.041
O	5.9433	-1.1852	17.1104	0.0061	-0.0091	-0.037
O	-3.2846	-2.8135	18.2862	-0.0105	-0.0197	-0.0194
O	1.4034	0.4437	18.8314	-0.0048	0.008	0.0083
O	-0.8572	-0.7545	19.9374	-0.0368	-0.008	-0.0622
O	7.623	5.571	13.2688	-0.0074	-0.0024	-0.0129
O	7.8402	5.1291	10.6589	0.0104	0.0015	0.0351
O	17.1178	-7.2696	12.201	-0.0001	0.0061	0.0135
O	5.74	3.2669	14.8437	-0.0117	-0.0015	-0.0382
O	10.0091	-6.1891	14.1779	-0.0047	0.0081	-0.0162
O	-1.8052	-1.4562	13.424	0.0076	0.0208	-0.024
O	3.2281	7.5359	11.0834	-0.0158	-0.0008	0.0297
O	1.5294	-5.7141	15.1869	-0.0142	-0.0124	-0.0347
O	14.6789	2.9954	12.9757	-0.0176	0.0032	-0.0007
O	11.3412	-8.1469	15.4298	0.0068	0.0145	-0.0339
O	9.2659	-3.7434	14.5682	0.0067	-0.0067	-0.0189
O	6.8423	-2.676	14.4646	-0.0169	0.001	-0.0267
O	9.2439	6.3893	21.7507	0.0055	0.0184	-0.0295
O	-0.5417	0.7645	14.0063	-0.013	-0.0051	-0.0276
O	0.1921	8.1989	22.5915	0.0131	0.017	-0.0514
O	1.7918	4.7839	20.332	0.0104	-0.0113	-0.0225
O	7.7275	-5.0404	19.7041	0.0004	-0.0028	-0.0321
O	5.6117	-3.3338	19.8745	0.0373	-0.0104	-0.0508
O	2.4693	-3.9179	16.9424	-0.0122	0.0024	-0.0133
O	1.0812	-1.8627	17.7368	0.0079	-0.0044	-0.0161
O	3.2123	-5.3983	12.7673	-0.0139	-0.005	0.0177
O	3.7159	0.7707	21.9433	0.0039	-0.0624	-0.0033
O	10.772	-9.1125	20.4206	0.0098	0.0104	-0.0355
O	10.5265	4.1598	18.9693	0.0064	0.019	-0.0404
O	6.1137	0.6107	10.6959	-0.0074	-0.0019	0.0303
O	5.5547	-4.7627	11.5959	0.0057	-0.0021	0.0284
O	12.1662	3.7011	13.1106	0.0115	0.004	-0.006
O	-3.9863	-6.065	21.9772	-0.0179	0.0194	-0.0396
O	3.979	4.969	16.4362	0.0075	-0.0033	-0.023
O	9.0112	-7.1414	20.9624	-0.0183	0.0067	-0.0252
O	-2.431	-1.6095	16.0678	0.0032	-0.0065	-0.0264
O	3.3623	-0.6481	17.2645	-0.0147	-0.0039	-0.0312
O	11.6541	1.9755	10.1259	-0.0092	-0.0083	0.0351
O	12.1833	0.3021	16.0592	-0.0087	0.0087	-0.0374
O	4.2285	9.684	9.9542	-0.0234	-0.0086	0.0562
O	11.4808	-0.4135	8.9485	0.0221	-0.03	0.0132
O	10.3431	0.0076	11.3935	0.0078	-0.0051	0.0057
O	4.6428	-1.081	14.8794	0.0074	-0.009	-0.0353
O	0.6652	6.6731	18.8575	-0.0076	-0.0049	-0.032
H	-1.5937	-0.5719	19.3142	-0.01	-0.0015	0.0385

Results
free energy: -133982.869 eV
free energy less fixed offsets of H -15.97, O -568.88, Si -635.61 eV per atom: -4.939 eV

The program warned: the cutoff lies below the one the program advises for these potential files; the exchange-correlation potential is rough where the density is thin.
